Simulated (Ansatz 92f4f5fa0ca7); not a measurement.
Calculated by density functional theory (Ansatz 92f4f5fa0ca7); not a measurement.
Periodic cell of 181 atoms, Si99O82, from a study of silicon, its oxide and their interface. The atomic structure is a simulated model.

Settings
functional: r2SCAN
potential files: Ansatz norm-conserving
basis: plane waves
wave-function cutoff: 1300 eV
density cutoff ratio: 4
exchange-correlation grid ratio: 1
k mesh: 2 x 2 x 1, shifted by 0.5 0.5 0.5 of a step
self-consistency stop: 5e-08 eV per atom in the density residual
occupations: Fermi-Dirac, 0.05 eV
spin: none
net charge: 0

Cell vectors (angstrom)
a, 11.5403, 0, 0
b, 0, 11.5403, 0
c, -0.3843, -1.7295, 22.833

Atoms: element, x, y, z (angstrom)
Si, 5.1846, 0.2966, -2.7713
Si, 7.1708, 2.7234, -3.445
Si, 5.951, 8.8149, -2.4633
Si, 8.4395, 9.7952, -0.9935
Si, 11.5205, 3.0073, -0.4229
Si, 5.3258, 7.1596, -0.0783
Si, 12.4143, -0.0574, -0.696
Si, 3.4306, 3.5985, 0.0212
Si, 1.5742, 6.756, 0.2084
Si, 8.3496, -0.7341, 1.6723
Si, 8.1081, 3.2025, 1.6876
Si, 9.9126, 7.3517, 0.0476
Si, 10.7358, 10.7715, 1.8474
Si, 10.2359, 2.9741, -3.2293
Si, 11.3787, 6.9572, 1.7882
Si, 3.6695, 0.5685, -0.0698
Si, 1.598, 4.6687, -0.9119
Si, 3.5159, 7.2545, 1.4214
Si, 7.5905, 1.1889, 2.8514
Si, 7.586, 5.0075, 3.0713
Si, 7.7892, 8.9332, 3.0076
Si, 11.2698, 1.197, 3.0224
Si, 11.256, 4.9949, 3.0526
Si, 11.3973, 8.8766, 3.1055
Si, 3.7728, 0.0018, 2.9175
Si, 3.6213, 5.2815, 2.7643
Si, 3.6652, 9.0934, 2.9805
Si, 5.5443, 1.0351, 4.1067
Si, 5.52, 4.9227, 4.1538
Si, 5.6863, 8.8777, 4.1621
Si, 9.3992, 1.2098, 4.4485
Si, 9.4467, 5.0495, 4.5567
Si, 9.5459, 8.7911, 4.5356
Si, 13.3843, 1.0446, 4.1593
Si, 13.3209, 4.995, 4.2941
Si, 13.3579, 8.7787, 4.3654
Si, 5.5598, -0.7486, 5.5828
Si, 5.5278, 2.9602, 5.5438
Si, 5.6619, 6.886, 5.4079
Si, 9.4185, -0.7618, 5.7663
Si, 9.4739, 3.085, 5.8871
Si, 9.5938, 6.9099, 5.9665
Si, 13.2563, -0.8442, 5.6465
Si, 13.4147, 3.0507, 5.6343
Si, 13.3211, 6.9056, 5.7937
Si, 7.4167, -0.8842, 6.9559
Si, 7.4236, 2.9095, 7.0737
Si, 7.4699, 6.7701, 6.9062
Si, 11.3746, -0.8111, 7.0528
Si, 11.5523, 3.0899, 7.1157
Si, 11.5219, 6.9995, 7.4054
Si, 3.6145, -0.9539, 7.0594
Si, 3.7365, 3.1906, 7.1075
Si, 3.8777, 7.0083, 6.9001
Si, 7.1337, 0.9073, 8.4291
Si, 6.7152, 4.8998, 8.1592
Si, 7.1606, 8.6886, 8.1422
Si, 11.4483, -2.4893, 8.7087
Si, 11.7621, 1.0989, 8.2895
Si, 11.33, 4.9484, 8.6271
Si, 4.1001, 1.7997, 8.9699
Si, 0.8521, 5.3213, 11.5975
Si, 4.6129, 8.7791, 8.2822
Si, 9.7222, 1.6887, 10.7563
Si, 4.3874, 5.1794, 8.2189
Si, 1.8594, 9.9343, 10.2451
Si, 12.3087, 2.377, 12.2514
Si, 8.6705, 4.5437, 10.2958
Si, 9.6767, 6.8034, 11.8716
Si, 4.0629, 8.8339, 10.5674
Si, 3.6997, 6.4857, 11.0869
Si, 2.3861, 11.7796, 8.825
Si, 1.1, -0.4833, 13.1919
Si, 5.4221, 11.8205, 12.7853
Si, 6.7738, 2.7357, 14.0439
Si, 3.5261, 11.1136, 14.9555
Si, 9.1651, 9.0249, 9.5008
Si, 3.5237, 2.2022, 11.1664
Si, 11.409, 3.7459, 19.2637
Si, 6.2113, -1.4521, 11.497
Si, 4.5677, 4.5745, 13.0626
Si, 10.4638, -3.284, 20.181
Si, 8.0192, -0.5354, 10.1479
Si, 7.5664, 6.8306, 15.9667
Si, -1.1516, -1.5103, 15.1373
Si, 10.895, 6.1372, 21.0716
Si, 7.3528, 5.2029, 24.5327
Si, 2.9465, 4.7298, 15.8634
Si, 5.2177, 5.5949, 17.6071
Si, 5.9104, 2.4802, 21.9788
Si, 2.4469, 1.7577, 16.6137
Si, 8.8452, 3.9828, 15.5473
Si, 2.9075, 10.8657, 17.7516
Si, 6.5898, 2.8417, 16.9925
Si, 8.0971, 8.658, 13.7396
Si, 11.645, 0.1267, 17.3582
Si, 11.5896, 4.9028, 16.5035
Si, -1.3835, 1.3885, 24.5574
Si, 10.2303, 7.7256, 17.0964
O, 12.0151, -0.5253, -2.1895
O, 4.7937, 0.531, -1.2299
O, 6.8861, 1.8441, 23.1079
O, 6.0836, 5.9697, 23.7818
O, 7.742, 10.8325, 0.0631
O, 8.7531, 2.4182, -3.545
O, 13.9834, -0.4033, -0.4749
O, 11.5357, -0.87, 0.3921
O, 4.443, 1.8203, 22.033
O, 12.1675, 1.5171, -0.5121
O, 3.639, 10.3185, 16.3845
O, 4.3107, 0.1295, 1.34
O, 3.0669, 2.0376, 0.1537
O, 3.6248, 4.1314, 1.5433
O, 3.8599, 5.5066, 9.7759
O, 7.2083, 4.9583, 9.7507
O, 12.4327, 3.9908, 12.5833
O, 5.5846, 1.0871, 8.9864
O, 10.5619, 1.2442, 9.438
O, 12.1997, 4.8568, 10.0388
O, 9.7615, 4.9329, 9.1476
O, 12.8444, -0.9694, 17.593
O, 4.7009, 6.0071, 12.3052
O, 8.6263, 6.3568, 0.3657
O, 9.0273, -2.7223, 20.7657
O, 10.4919, 8.3618, 18.5497
O, 3.1277, 0.9506, 17.8668
O, 0.8331, 1.4789, 16.7609
O, 5.2621, 6.0882, 19.1391
O, 6.3489, 1.3488, -3.1854
O, 10.5178, 4.4833, -3.7496
O, 6.0564, 4.0474, 13.4147
O, 5.0184, 8.2824, -1.239
O, 12.5637, 1.1623, 13.3358
O, 5.6001, 4.0772, 22.0977
O, 10.8111, 8.654, 15.8998
O, -0.2979, 6.3922, 12.0397
O, 2.4012, -1.0714, 13.9791
O, 2.9067, 3.2818, 16.5855
O, 10.9534, 6.3026, 16.9543
O, 1.8793, 2.0922, 11.0864
O, 9.3412, 7.7911, 10.6308
O, 3.707, 4.71, 14.4377
O, 8.867, 0.4097, 11.2619
O, 2.2099, 6.1961, 11.6999
O, 3.8639, 3.5499, 12.0205
O, 7.1636, 7.8382, 14.7776
O, 5.6747, -1.2223, -2.9736
O, 4.9531, 11.1329, 14.2024
O, 8.3614, 3.0821, 14.2634
O, 12.5669, 3.1518, 20.2513
O, 10.768, 2.1848, 11.8611
O, 8.163, 3.2935, 16.8743
O, 1.1535, 10.5492, 11.6469
O, -0.1944, -1.1671, 13.8842
O, 12.0413, 4.0709, 17.8131
O, 8.7113, 2.9391, 10.5162
O, 6.2095, 6.5323, 16.7598
O, 9.2185, 7.6008, 13.2057
O, 6.9042, 3.8579, -2.3198
O, 12.9396, 5.1913, 15.6377
O, 8.8801, 9.8571, 14.5446
O, 10.5243, -0.3384, 16.267
O, 7.4772, 8.83, -1.8967
O, 7.1229, 9.213, 12.5853
O, 10.3711, 2.9846, -1.6158
O, 6.5334, 1.4502, 13.0999
O, 9.2781, 8.8701, 0.0481
O, 11.3024, 2.0516, -4.0419
O, 10.7915, 5.13, 19.8063
O, 8.6215, 7.542, 16.9671
O, 3.0471, 1.0991, 15.2584
O, 3.889, 0.4107, -3.7452
O, 3.7404, 5.693, 16.9205
O, 6.3523, 1.5622, 17.936
O, 5.7104, 4.0554, 17.5913
O, 8.8968, 5.3922, 11.6612
O, 8.2307, 5.4742, 15.3786
O, 6.0914, 2.4379, 15.5001
O, 10.4611, 4.0625, 15.6569
O, 4.1182, 0.9408, 12.0467
O, 12.3807, 6.1442, 21.8226

Results
free energy: -49704.129 eV
free energy less fixed offsets of O -463.61, Si -117.95 eV per atom: -11.059 eV
pressure: -1.56 GPa
stress xx, yy, zz, yz, xz, xy (GPa, positive in tension): 1.64, 1.25, 1.78, -0.18, 0.14, -0.37

Forces (eV/angstrom), in the order of the atoms: element, x, y, z
Si, 0.0931, 0.0797, -0.4268
Si, -0.1428, -0.1586, -0.2945
Si, -0.1546, 0.072, -0.3626
Si, -0.3542, 0.1658, -0.4451
Si, -0.7309, -0.5054, -0.0996
Si, 0.0522, 0.1644, -0.1204
Si, 0.1, -0.0169, -0.0352
Si, 0.6913, -0.4703, -0.2014
Si, -0.187, 0.7294, 0.1873
Si, -0.6858, 0.2898, -0.415
Si, -0.5058, 0.2958, -0.4226
Si, -0.3257, -0.4704, 0.2619
Si, 0.636, 0.1351, -0.2685
Si, -0.2969, -0.2372, -0.3755
Si, 0.0728, 0.048, -0.0791
Si, 0.2887, -0.1143, -0.384
Si, -0.3927, 0.031, -0.6882
Si, 0.1099, -0.0542, -0.3071
Si, 0.0925, -0.1121, 0.0971
Si, 0.0488, 0.1042, 0.0836
Si, 0.1975, -0.4096, 0.0455
Si, -0.1606, 0.1078, -0.1009
Si, -0.1112, -0.2681, -0.0114
Si, -0.011, -0.0855, -0.004
Si, 0.0659, 0.35, -0.5122
Si, 0.0791, -0.4664, -0.2376
Si, 0.0804, -0.0177, 0.1406
Si, 0.2579, 0.0729, 0.0496
Si, 0.0786, 0.0078, 0.0178
Si, 0.0424, -0.1424, 0.0832
Si, 0.0642, -0.1275, 0.0621
Si, 0.1383, -0.058, -0.0169
Si, -0.0732, 0.1407, 0.1775
Si, -0.0499, -0.0674, 0.0469
Si, -0.0921, 0.1552, -0.06
Si, -0.3622, 0.1557, 0.0807
Si, 0.0442, -0.2059, 0.3412
Si, 0.0364, -0.0895, 0.0536
Si, 0.1192, 0.13, -0.0722
Si, 0.076, 0.0105, -0.0153
Si, 0.001, -0.094, 0.019
Si, -0.0551, 0.1381, -0.0739
Si, 0.1425, -0.281, -0.0251
Si, 0.0874, -0.266, -0.1368
Si, -0.004, -0.0132, -0.0001
Si, -0.1234, 0.1291, -0.4889
Si, 0.0323, 0.0777, -0.0667
Si, -0.2045, -0.1276, -0.0152
Si, -0.1621, 0.0956, -0.2024
Si, -0.1311, 0.0478, -0.3771
Si, 0.1012, -0.0625, -0.1174
Si, -0.0467, 0.3175, 0.0143
Si, 0.145, 0.0565, -0.0744
Si, 0.1306, -0.0364, 0.2064
Si, -0.1829, -0.3022, -0.0633
Si, 0.464, 0.1425, 0.3632
Si, -0.3714, -0.1403, 0.0114
Si, 0.1825, -0.0829, -0.3302
Si, -0.3278, 0.042, 0.0789
Si, -0.0648, 0.2314, 0.6223
Si, -0.0548, -0.3147, 0.2209
Si, 0.0763, 0.2659, 0.3099
Si, 0.153, -0.0476, -0.1155
Si, 0.0847, -0.072, 0.2151
Si, -0.5709, 0.2534, 0.3248
Si, -0.2027, 0.5697, 0.8152
Si, 0.112, -0.0552, 0.3474
Si, -0.1662, 0.0946, 0.1426
Si, 0.1153, 0.2949, 0.3066
Si, -0.0185, -0.2397, -0.0285
Si, 0.162, -0.1152, 0.2953
Si, 0.5359, -0.0772, -0.2775
Si, -0.0024, -0.1017, 0.205
Si, -0.0809, 0.4765, 0.4261
Si, 0.0091, 0.1413, 0.192
Si, -0.0494, -0.0401, 0.1888
Si, -0.1529, -0.8152, 0.7598
Si, 0.1681, 0.4372, 0.5292
Si, -0.1476, -0.1146, -0.4967
Si, -0.0341, -0.6063, 0.1172
Si, 0.0375, -0.0044, 0.2528
Si, -0.0912, 0.7544, -0.7743
Si, 0.4819, 0.7348, 0.7193
Si, -0.1021, -0.0786, 0.1297
Si, 0.002, 0.0276, 0.1064
Si, 0.3443, -0.2699, -0.2861
Si, -0.309, 0.2022, -0.4974
Si, 0.0172, 0.1774, 0.1708
Si, -0.0144, -0.0627, -0.1383
Si, 0.1822, 0.0329, -0.4841
Si, 0.0955, 0.1991, 0.1174
Si, 0.079, -0.0202, 0.0192
Si, 0.1326, -0.2179, 0.1462
Si, -0.1334, -0.0606, 0.1744
Si, 0.0161, 0.0781, 0.4272
Si, -0.0802, -0.1133, -0.1669
Si, -0.0312, 0.0726, -0.3939
Si, 0.4213, 0.0152, 0.0554
Si, -0.1285, -0.0611, -0.2179
O, -0.0327, -0.0091, 0.3913
O, -0.2684, 0.0282, 0.3073
O, 0.2807, -0.1598, 0.3734
O, 0.09, -0.3899, -0.072
O, 0.5125, -0.2854, 0.3865
O, 0.2416, 0.177, 0.1485
O, -0.1525, 0.1992, 0.1175
O, -0.2433, 0.0023, 0.0208
O, -0.1752, 0.032, 0.2348
O, -0.0963, -0.049, -0.1225
O, -0.2091, 0.3963, -0.0589
O, -0.2843, 0.1196, 0.2166
O, -0.0433, -0.0095, 0.1191
O, -0.1881, 0.3237, 0.3932
O, 0.2079, 0.0236, -0.3283
O, -0.0183, -0.1168, -0.3665
O, 0.0002, -0.0461, -0.3762
O, -0.1072, -0.0694, -0.0857
O, 0.1682, 0.0106, 0.0702
O, -0.1756, -0.1342, -0.3014
O, 0.0972, -0.0594, -0.0315
O, 0.0382, 0.3558, -0.0759
O, -0.161, -0.0965, -0.3155
O, 0.0582, 0.5884, 0.4869
O, 0.0823, -0.3662, 0.3274
O, -0.0083, -0.1983, 0.5173
O, -0.274, -0.2274, -0.3637
O, 0.1696, -0.1753, 0.1011
O, 0.0986, 0.123, 0.1619
O, -0.1316, 0.0239, 0.1848
O, 0.2995, 0.0538, 0.2414
O, -0.0804, -0.1667, -0.0331
O, 0.2229, -0.272, 0.2623
O, 0.0357, 0.0106, -0.4068
O, -0.1155, 0.0457, 0.1557
O, -0.2116, 0.1172, 0.0194
O, -0.1577, -0.207, -0.3082
O, -0.0078, 0.2747, -0.0686
O, -0.1735, -0.0523, -0.1559
O, 0.0068, -0.0957, 0.0724
O, 0.062, 0.1485, 0.2375
O, 0.0003, 0.3473, -0.2612
O, 0.0415, -0.0831, -0.1556
O, -0.0505, -0.1228, -0.296
O, 0.0228, -0.1167, -0.2545
O, -0.0814, -0.1874, 0.1696
O, 0.2473, 0.078, -0.1523
O, 0.0318, -0.1194, 0.3801
O, -0.0099, 0.1983, -0.313
O, -0.3239, 0.0886, 0.1885
O, -0.0398, 0.1127, 0.4303
O, 0.0265, -0.0632, -0.2885
O, -0.1323, 0.0939, -0.2384
O, 0.21, -0.1196, -0.478
O, 0.0867, 0.1088, -0.0024
O, -0.1524, -0.0209, 0.3174
O, 0.1084, 0.021, -0.1016
O, 0.054, -0.1531, 0.0052
O, -0.097, 0.0122, -0.328
O, -0.0591, 0.0108, 0.4097
O, 0.0082, -0.2269, 0.2062
O, -0.03, -0.2274, -0.2367
O, 0.2489, -0.1222, 0.0165
O, 0.1339, 0.1537, 0.347
O, -0.0319, 0.0627, -0.4129
O, 0.5604, 0.099, 0.2416
O, -0.2696, -0.2541, -0.11
O, -0.0649, 0.1125, -0.0156
O, -0.0423, 0.2034, 0.1362
O, 0.3332, -0.0442, 0.1814
O, 0.2138, -0.0255, -0.1319
O, -0.0005, -0.243, 0.0875
O, 0.1083, 0.0973, 0.094
O, 0.0914, -0.2116, -0.0584
O, 0.1649, 0.1513, 0.142
O, 0.0931, 0.1104, -0.1695
O, 0.0832, -0.1826, -0.3108
O, -0.0067, -0.043, 0.0762
O, 0.2311, 0.1927, -0.1771
O, 0.0049, 0.1667, 0.1999
O, -0.1151, 0.1913, -0.1339
O, -0.2563, -0.297, -0.0344
